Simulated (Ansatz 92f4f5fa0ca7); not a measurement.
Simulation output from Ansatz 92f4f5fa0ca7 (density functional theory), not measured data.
Periodic cell of 226 atoms, Si134O92, from a study of silicon, its oxide and their interface. The atomic structure is a simulated model.
Doubt: the cutoff is far below the 930 eV that the study's wrapper takes by default for these files, so forces and energies are approximate.
This geometry differs little from another in the collection (a relaxation step or a small displacement).

Settings: functional PBE; potential files Ansatz PAW; basis plane waves; wave-function cutoff 580 eV; density cutoff ratio 5; exchange-correlation grid ratio 1; k mesh 1 x 1 x 1, Gamma-centred; self-consistency stop 5e-08 eV per atom in the density residual; occupations fixed; spin none; net charge 0.

Cell vectors (angstrom)
a  10.938  0  0
b  0  10.938  0
c  0  0  32.8421

Atoms: element, x, y, z (angstrom)
Si  0.0962  -0.1852  25.3319
Si  5.8322  -0.1921  25.3831
Si  2.5698  3.0152  25.3912
Si  7.9544  2.9123  25.3459
Si  0.2328  5.1359  25.5343
Si  5.6323  5.1211  25.3824
Si  2.5422  8.6695  25.2873
Si  8.0607  8.4465  25.3151
Si  1.3566  1.3741  26.6117
Si  6.8908  1.3623  26.7596
Si  4.1101  4.0749  26.8139
Si  9.5588  4.0051  26.7669
Si  1.4431  6.889  26.553
Si  6.8359  6.8205  26.5528
Si  4.1527  9.6505  26.6847
Si  9.5632  9.5704  26.7398
Si  2.7388  0.0407  28.0453
Si  8.2387  0.0038  28.1121
Si  0.0116  2.6699  28.0857
Si  5.4757  2.6885  28.1128
Si  2.7345  5.5238  28.0542
Si  8.1963  5.4861  28.0262
Si  0.0327  8.1701  28.0273
Si  5.4746  8.1756  28.0101
Si  4.1018  1.3673  29.4239
Si  9.5708  1.3673  29.4239
Si  1.3673  4.1018  29.4239
Si  6.8362  4.1018  29.4239
Si  4.1018  6.8362  29.4239
Si  9.5708  6.8362  29.4239
Si  1.3673  9.5708  29.4239
Si  6.8362  9.5708  29.4239
Si  0  0  30.7911
Si  5.469  0  30.7911
Si  2.7345  2.7345  30.7911
Si  8.2035  2.7345  30.7911
Si  0  5.469  30.7911
Si  5.469  5.469  30.7911
Si  2.7345  8.2035  30.7911
Si  8.2035  8.2035  30.7911
Si  1.3673  1.3673  32.1584
Si  6.8362  1.3673  32.1584
Si  4.1018  4.1018  32.1584
Si  9.5708  4.1018  32.1584
Si  1.3673  6.8362  32.1584
Si  6.8362  6.8362  32.1584
Si  4.1018  9.5708  32.1584
Si  9.5708  9.5708  32.1584
Si  2.7345  0  0.6835
Si  8.2035  0  0.6835
Si  0  2.7345  0.6835
Si  5.469  2.7345  0.6835
Si  2.7345  5.469  0.6835
Si  8.2035  5.469  0.6835
Si  0  8.2035  0.6835
Si  5.469  8.2035  0.6835
Si  4.1018  1.3673  2.0507
Si  9.5708  1.3673  2.0507
Si  1.3673  4.1018  2.0507
Si  6.8362  4.1018  2.0507
Si  4.1018  6.8362  2.0507
Si  9.5708  6.8362  2.0507
Si  1.3673  9.5708  2.0507
Si  6.8362  9.5708  2.0507
Si  0  0  3.418
Si  5.469  0  3.418
Si  2.7345  2.7345  3.418
Si  8.2035  2.7345  3.418
Si  0  5.469  3.418
Si  5.469  5.469  3.418
Si  2.7345  8.2035  3.418
Si  8.2035  8.2035  3.418
Si  1.3758  1.3743  4.7912
Si  6.9026  1.3219  4.8047
Si  4.0315  4.1474  4.6548
Si  9.5727  4.1175  4.8112
Si  1.3006  6.8289  4.8113
Si  6.8234  6.9071  4.7209
Si  4.0884  9.5949  4.8252
Si  9.5561  9.5336  4.8516
Si  2.7861  0.0818  6.2182
Si  8.3253  0.0382  6.3108
Si  0.0589  2.7816  6.1829
Si  5.384  2.7459  5.886
Si  2.7754  5.5212  6.0999
Si  8.1256  5.5196  6.0697
Si  -0.2313  7.9562  6.2831
Si  5.5745  8.3182  6.1457
Si  3.9983  1.6961  7.4019
Si  9.9498  1.2579  7.6452
Si  1.7349  3.8925  7.4277
Si  6.4477  4.3451  7.1069
Si  4.4304  6.6749  7.3149
Si  9.0294  6.9074  7.7594
Si  1.415  10.1484  7.9061
Si  7.0815  9.4655  7.6458
O  5.4547  5.4628  7.8629
O  0.2011  0.2681  8.2908
O  2.8448  2.7698  7.9022
O  8.0572  8.2213  8.1667
O  1.2414  9.6304  24.9098
O  6.8103  4.0423  24.9
O  6.9182  9.5831  24.8357
O  1.4091  4.1195  24.9244
O  6.5197  10.2258  9.0248
O  1.1475  4.4688  8.8456
O  2.2283  9.6015  9.2552
O  7.1063  3.2954  8.1674
O  11.7104  8.794  7.2861
O  4.7253  1.1998  8.7861
O  3.8477  7.5411  8.578
O  9.2847  2.0076  8.967
O  5.3879  0.6979  24.0581
O  8.4095  2.1646  23.9413
O  10.1231  5.5288  24.3273
O  4.651  5.4706  24.0982
O  8.972  7.9334  24.0047
O  3.4028  2.5622  24.0382
O  2.7428  6.3204  22.3875
O  10.29  0.3116  23.9387
Si  0.5088  13.8714  15.0224
Si  4.7199  0.367  15.4975
Si  5.8093  8.3746  21.3573
Si  -1.3201  5.293  14.6445
Si  6.9113  3.7576  15.3527
Si  5.4283  5.9576  13.8334
Si  11.4577  7.4044  19.1118
Si  4.2337  1.4518  23.1792
Si  0.1215  0.1541  14.0542
Si  -1.571  1.2636  22.9713
Si  10.1034  -9.936  16.7688
Si  7.9417  2.8103  9.4532
Si  12.0322  5.5795  10.0194
Si  9.0418  5.7105  10.0009
Si  -9.4255  8.457  14.0107
Si  3.2764  9.6451  22.5128
Si  8.0698  4.9459  21.1594
Si  2.8048  6.5996  12.0738
Si  10.6688  -3.405  16.4209
Si  5.3796  4.0474  18.0093
Si  8.8135  8.3274  18.4948
Si  15.4761  8.5658  14.6211
Si  2.672  8.0511  9.5756
Si  10.7505  3.4535  21.1305
Si  0.9641  12.3975  19.1303
Si  5.5042  3.4649  21.099
Si  5.4956  10.644  12.6456
Si  -2.3165  9.8896  21.056
Si  12.2125  6.0506  21.7143
Si  7.3986  0.8896  15.7858
Si  0.803  9.8117  20.722
Si  2.8958  2.4641  16.8355
Si  8.25  10.1002  13.4088
Si  -2.7838  6.972  12.5802
Si  9.6487  6.6418  23.2511
Si  4.3322  5.928  22.5687
Si  5.8409  0.5831  9.7981
Si  6.4232  -4.2484  18.9988
O  11.4321  2.8626  19.7854
O  -0.193  11.6933  18.2279
O  10.3682  2.2671  22.1697
O  3.3823  8.6771  23.8417
O  5.5241  14.2265  19.4634
O  1.2503  10.0136  13.5364
O  8.3344  4.21  10.227
O  7.0272  3.771  21.63
O  0.354  -2.7574  15.0917
O  9.426  4.2477  20.6093
O  3.1403  0.307  22.7956
O  4.9621  0.6692  13.8818
O  3.2977  7.8153  11.0741
O  -4.2379  6.3075  12.8875
O  8.3208  6.8399  10.9575
O  5.4424  7.1099  22.3252
O  12.2941  7.0795  9.4106
O  10.4054  -8.4315  16.2125
O  -3.6127  2.2441  14.8531
O  4.9161  2.141  21.8575
O  -2.4394  0.91  16.9718
O  7.7119  -0.4643  14.913
O  -0.2223  10.9013  15.6559
O  4.6529  -1.4463  21.6319
O  2.952  -2.6477  14.7034
O  -1.1181  7.3226  19.352
O  -5.9172  9.1388  13.1423
O  -0.3995  5.5056  10.6226
O  9.7029  -0.133  13.1727
O  8.4806  0.3979  21.8556
O  -3.8183  10.7226  12.4227
O  -2.7097  15.5407  15.0437
O  8.2936  8.4996  13.138
O  -3.5978  5.78  19.9852
O  1.9132  3.2503  15.7912
O  7.4574  7.5279  18.0518
O  1.9052  9.221  21.7566
O  16.2521  7.1677  14.9476
O  5.9328  0.8463  16.4748
O  6.9594  1.7328  10.2182
O  5.4011  5.6856  18.2161
O  3.4109  1.1637  15.9883
O  5.6021  7.8293  19.8289
O  0.8684  4.472  21.8504
O  -6.1979  9.6983  15.7593
O  10.8512  4.2692  14.3194
O  1.5288  18.2207  12.8731
O  2.2033  5.3427  11.2033
O  4.5568  4.7412  21.4696
O  9.368  17.0968  13.2984
O  0.634  12.6496  13.9122
O  14.9674  5.9937  12.9687
O  8.4631  5.9716  22.3587
O  9.622  8.6189  17.0962
O  11.785  7.0932  17.5433
O  6.5932  3.7045  16.9623
O  2.2295  12.7628  18.1817
O  12.1639  11.347  20.3505
O  9.9262  -4.7618  15.9673
O  11.0208  6.9709  22.3989
O  5.663  4.4936  14.5476
O  4.0012  3.5547  17.302
O  -0.7099  9.5831  21.3393
O  7.3448  8.958  21.5955
O  4.9973  0.1281  11.1479
O  12.2534  6.405  20.1123
O  0.966  -1.985  19.3504
O  8.4969  -1.2615  19.4048

Results
free energy: -137508.441 eV
free energy less fixed offsets of O -568.88, Si -635.61 eV per atom: 0.259 eV

Forces (eV/angstrom), in the order of the atoms: element, x, y, z
Si  0  -0.0674  -0.0321
Si  0.1832  -0.0448  -0.1792
Si  -0.0837  0.0881  -0.0203
Si  -0.0957  0.0218  -0.1377
Si  0.0594  -0.1336  -0.119
Si  0.0196  -0.0983  -0.0303
Si  -0.0472  0.1609  -0.1212
Si  -0.0145  0.1741  -0.0928
Si  0.0176  0.0144  0.0143
Si  0.0201  -0.0023  0.0553
Si  0.0017  0.0107  0.031
Si  0.0661  -0.0002  0.0567
Si  0.0391  -0.0215  0.0569
Si  -0.0281  -0.0111  0.0129
Si  -0.0818  -0.0343  0.0836
Si  -0.0323  0.0241  -0.0071
Si  -0.0055  -0.0029  -0.0644
Si  -0.0238  -0.0352  -0.0759
Si  -0.0016  0.0121  -0.054
Si  0.0115  0.0173  -0.0746
Si  0.0054  -0.0271  -0.0329
Si  -0.0016  -0.0211  0.0008
Si  -0.0256  0.0245  -0.0114
Si  0.0128  0.0093  -0.004
Si  -0.1587  -0.1061  0.4279
Si  0.2265  -0.1617  0.6298
Si  -0.0475  0.1301  -0.1802
Si  0.0485  0.1202  -0.0392
Si  0.1159  0.1721  0.0697
Si  0.0848  -0.0799  -0.1649
Si  0.0834  0.001  -0.2546
Si  -0.0981  -0.1715  -0.1191
Si  -0.0755  0.0145  0.0243
Si  -0.1332  -0.0771  0.0094
Si  0.0997  0.0338  -0.0031
Si  0.0639  0.0933  -0.0188
Si  -0.059  -0.0577  -0.0096
Si  -0.0061  -0.0241  -0.03
Si  0.0784  0.0716  -0.0243
Si  0.0083  0.0462  -0.0215
Si  -0.0211  0.0064  -0.0216
Si  0.0296  0.021  -0.0533
Si  -0.0136  0.0262  -0.0044
Si  -0.0244  -0.0516  -0.003
Si  0.0115  0.0022  -0.0418
Si  -0.0179  -0.0501  -0.0169
Si  0.0227  -0.0139  -0.0005
Si  0.0554  -0.0126  0.0024
Si  0.0455  -0.0049  0.0186
Si  -0.0494  0.0302  0.0173
Si  0.0287  0.0505  0.0005
Si  -0.0201  -0.0091  0.0104
Si  -0.0166  0.017  0.0198
Si  0.0311  -0.0004  0.0254
Si  -0.0082  -0.0465  0.0179
Si  -0.0407  0.0704  0.0114
Si  0.0366  0.0886  0.0532
Si  0.0085  0.014  0.0211
Si  -0.0961  -0.1551  -0.0679
Si  -0.0013  0.0377  0.0296
Si  0.0568  -0.0757  -0.0222
Si  0.0314  0.0457  0.0307
Si  -0.0037  0.0376  0.0144
Si  0.0142  -0.0614  -0.031
Si  -0.0011  -0.2981  0.3659
Si  0.1187  -0.0714  0.2291
Si  -0.5051  -0.1763  -0.6716
Si  0.1706  -0.0207  0.1869
Si  -0.069  -0.2157  -0.0864
Si  0.0449  0.3565  -0.4894
Si  -0.2621  0.0747  0.4349
Si  0.1663  0.3447  -0.3921
Si  -0.0238  -0.0194  0.0471
Si  -0.0285  0.0007  0.0187
Si  -0.0084  0.0409  0.0908
Si  -0.0125  -0.0182  -0.003
Si  0.0175  0.0204  0.0271
Si  -0.0581  -0.0682  0.0059
Si  0.0028  -0.0387  0.0234
Si  0.0261  0.0269  0.0081
Si  0.0231  0.0776  -0.049
Si  -0.001  0.0203  -0.0464
Si  0.0432  -0.0073  -0.0256
Si  0.0254  0.0337  -0.0907
Si  0.017  -0.0072  -0.0016
Si  0.1068  0.1124  -0.0278
Si  0.0818  0.0223  0.035
Si  0.0392  0.0193  -0.0407
Si  -0.089  0.0392  0.1736
Si  0.0898  -0.0688  0.1229
Si  0.0373  -0.0509  0.0171
Si  -0.035  0.0524  0.1394
Si  0.0749  -0.1035  0.063
Si  -0.0514  -0.0504  0.0371
Si  -0.1207  -0.0079  0.0832
Si  0.0357  -0.016  0.2093
O  -0.0619  0.0752  -0.0823
O  0.0099  -0.0125  -0.1051
O  0.0198  -0.0053  -0.0484
O  0.0092  -0.0214  -0.127
O  -0.0247  0.0342  0.0978
O  -0.0014  -0.0098  0.0736
O  0.0265  -0.0072  0.0957
O  0.0116  -0.038  0.115
O  -0.0016  0.0018  -0.0782
O  0.0163  0.0078  -0.0443
O  -0.0033  -0.0058  -0.0549
O  -0.0053  -0.0067  -0.0333
O  -0.0678  -0.0363  -0.1098
O  0.0282  -0.0151  -0.0817
O  -0.023  -0.0109  -0.0179
O  0.0126  -0.0059  -0.0783
O  -0.0157  -0.027  0.0894
O  0.0194  -0.0038  0.0522
O  0.0011  0.0141  0.0695
O  -0.0042  0.0124  0.0388
O  -0.0137  -0.0109  0.0625
O  0.0162  -0.0052  0.0125
O  0.0038  -0.0001  0.0725
O  0  0.008  0.0047
Si  -0.0097  0.0014  0.0381
Si  0.007  -0.0227  0.0025
Si  0.0177  0.0167  -0.0869
Si  -0.0263  0.0309  0.0174
Si  -0.0118  0.0203  0.017
Si  0.0069  0.036  0.0199
Si  0.0203  -0.0028  0.0266
Si  0.011  0.0009  -0.0719
Si  -0.0098  -0.0464  0.0234
Si  0.0101  0.0066  -0.0598
Si  0.0198  -0.0188  0.0653
Si  -0.0123  0.0276  0.0561
Si  -0.0495  -0.0043  0.0607
Si  0.0182  0.0241  0.046
Si  0.0218  -0.0175  0.0203
Si  0.0043  -0.0267  -0.1087
Si  -0.0002  -0.0438  -0.102
Si  0.0002  0.0045  0.0264
Si  0.0162  -0.0058  0.0393
Si  0.0078  0.0242  0.0777
Si  -0.0108  -0.0186  0.041
Si  -0.0043  -0.019  -0.004
Si  0.0123  -0.0444  0.0698
Si  -0.0288  0.0424  -0.0899
Si  -0.0117  0.0388  0.0397
Si  0.0371  0.0231  -0.0262
Si  -0.0064  -0.0428  0.0317
Si  -0.0107  -0.0076  -0.0385
Si  -0.0169  -0.05  -0.1261
Si  -0.0009  -0.0027  0.0102
Si  0.0166  0.0135  -0.0461
Si  -0.0029  -0.0196  0.0745
Si  -0.0203  0.0061  0.0086
Si  -0.0246  0.0021  0.0126
Si  -0.0067  -0.0072  -0.0791
Si  0.013  0.0009  -0.1262
Si  -0.0627  0.023  -0.012
Si  0.0095  -0.0019  0.0362
O  0.0033  -0.0231  0.0202
O  -0.014  0.0078  -0.0339
O  -0.0094  -0.0062  0.0537
O  0.0095  -0.0325  0.0817
O  -0.0108  0  -0.0261
O  -0.0197  0.0188  0.0012
O  -0.0139  -0.0099  -0.038
O  0.0065  0.018  0.039
O  -0.0039  0.0192  -0.0014
O  0.0205  -0.0202  0.0449
O  -0.0068  -0.0009  0.0524
O  0.007  0.0081  0.0074
O  -0.0277  0.0103  -0.053
O  -0.0123  -0.0055  0.0044
O  -0.0093  -0.0022  -0.005
O  -0.008  -0.0132  0.0653
O  0.0343  -0.0069  -0.0271
O  -0.0008  0.0092  -0.0283
O  -0.0007  0.0003  -0.0073
O  -0.0255  -0.0394  0.0752
O  0.0016  0.001  -0.025
O  0.0087  0.0076  0.0086
O  -0.0036  0.0158  -0.0229
O  -0.0261  0.0119  0.0606
O  0.0121  0.0197  -0.003
O  -0.0023  0.007  -0.0068
O  0.0046  0.0346  -0.0077
O  0.0656  0.0103  -0.0282
O  0.025  0.0145  0.0043
O  0.007  0.021  0.0726
O  -0.0057  0.001  0.0047
O  0.017  -0.0027  -0.0004
O  0.0034  -0.0082  -0.0073
O  0.0053  -0.0082  0.0208
O  -0.0048  0.0046  -0.0251
O  0.0055  0.012  -0.0117
O  0.0031  0.0047  0.0414
O  -0.0054  0.0086  -0.016
O  0.0033  -0.0028  -0.0088
O  0.0026  0.0091  -0.0319
O  -0.0122  -0.0193  -0.0211
O  -0.0075  0.0109  -0.0124
O  0.0039  -0.0048  0.0084
O  0.0019  -0.0139  0.0443
O  -0.0157  0.0174  -0.0003
O  0.0079  -0.0127  -0.0158
O  0.0093  0.0046  -0.0072
O  -0.0126  0.0095  -0.0247
O  -0.0187  0.0155  0.0565
O  0.0208  -0.0102  0.013
O  0.0016  0.0023  -0.009
O  -0.0144  0.0058  -0.0083
O  0.0075  0.0178  0.0624
O  0.0004  0.0034  -0.0337
O  -0.0149  0.0046  -0.036
O  0.0011  -0.0165  -0.0265
O  -0.0049  0  -0.0326
O  -0.0016  -0.0092  0.0126
O  0.0044  -0.0111  -0.0197
O  -0.015  0.0191  0.0698
O  0.0104  -0.0233  -0.0032
O  -0.0123  0.0036  -0.0358
O  -0.0218  0.0083  0.0319
O  0.0182  0.0073  0.0273
O  0.0165  0.0087  -0.0472
O  -0.0028  0.0135  0.0233
O  -0.0054  -0.0116  0.0031
O  0.003  -0.0016  0.003

The program warned: the cutoff lies below the one the program advises for these potential files; the forces do not sum to zero within the program's tolerance; the exchange-correlation potential is rough where the density is thin.
